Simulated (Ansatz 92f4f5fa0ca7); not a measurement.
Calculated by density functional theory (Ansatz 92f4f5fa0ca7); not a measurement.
Periodic cell of 223 atoms, Si132O90P1, from a study of silicon, its oxide and their interface. The atomic structure is a simulated model.
Doubt: the cutoff is far below the 930 eV that the study's wrapper takes by default for these files, so forces and energies are approximate.

Settings
functional: PBE
potential files: Ansatz PAW
basis: plane waves
wave-function cutoff: 580 eV
density cutoff ratio: 5
exchange-correlation grid ratio: 1
k mesh: 1 x 1 x 1, Gamma-centred
self-consistency stop: 5e-08 eV per atom in the density residual
occupations: fixed
spin: none
net charge: +1 e, with a uniform compensating background and no finite-size correction

Cell vectors (angstrom)
a 10.938 0 0
b 0 10.938 0
c 0 0 32.1988

Atoms: element, x, y, z (angstrom)
Si 10.5864 0.2255 24.87
Si 5.736 10.6761 24.7477
Si 2.4791 2.9152 24.6487
Si 8.4271 2.4602 24.8313
Si 0.275 5.1638 24.7641
Si 5.1529 5.7466 24.7003
Si 2.9328 8.0048 24.6013
Si 7.9366 8.4353 24.7396
Si 1.3275 1.3821 26.0451
Si 6.8424 1.3095 26.1226
Si 4.0432 4.1035 25.9984
Si 9.6062 4.0564 26.0918
Si 1.3967 6.8252 26.0066
Si 6.7667 6.8518 26.0345
Si 4.0998 9.5333 26.0033
Si 9.4662 9.5678 26.1515
Si 2.728 -0.0076 27.354
Si 8.1582 -0.0203 27.562
Si 0.0113 2.7193 27.4967
Si 5.4405 2.7436 27.3757
Si 2.7287 5.4678 27.4399
Si 8.185 5.4711 27.3629
Si -0.0051 8.182 27.3828
Si 5.4388 8.2006 27.4548
Si 4.0784 1.3643 28.747
Si 9.5794 1.3548 28.8648
Si 1.3679 4.1142 28.833
Si 6.828 4.1039 28.7447
Si 4.0995 6.8194 28.8196
Si 9.5554 6.8211 28.7525
Si 1.3705 9.5642 28.7401
Si 6.7762 9.5443 28.8794
Si 0.0209 -0.0274 30.171
Si 5.4247 0.0125 30.1762
Si 2.7393 2.726 30.1633
Si 8.1911 2.7507 30.1555
Si -0.0241 5.4708 30.1578
Si 5.4833 5.4569 30.1628
Si 2.7245 8.2106 30.1438
Si 8.2062 8.1789 30.1677
Si 1.3744 1.3546 31.5391
Si 6.8231 1.3803 31.5116
Si 4.1137 4.0913 31.5295
Si 9.5611 4.1031 31.5377
Si 1.3554 6.8467 31.4985
Si 6.8501 6.8188 31.5459
Si 4.077 9.5711 31.5438
Si 9.5793 9.5514 31.5267
Si 2.7291 -0.0013 0.7333
Si 8.1984 0.0039 0.66
Si -0.0014 2.726 0.7037
Si 5.4833 2.7328 0.707
Si 2.7325 5.4938 0.6597
Si 8.2158 5.4641 0.7304
Si 0.0135 8.1918 0.692
Si 5.4793 8.2074 0.7036
Si 4.1285 1.366 2.0748
Si 9.5351 1.3542 2.0548
Si 1.3811 4.1331 2.0248
Si 6.8458 4.0915 2.0833
Si 4.1035 6.8305 2.0536
Si 9.6116 6.8357 2.0732
Si 1.3741 9.5283 2.0783
Si 6.8394 9.6174 2.0551
Si -0.0106 -0.0193 3.382
Si 5.4861 0.0123 3.482
Si 2.7822 2.805 3.3552
Si 8.1833 2.6998 3.4581
Si 0.0323 5.4627 3.4376
Si 5.4786 5.4744 3.4171
Si 2.7887 8.2069 3.4574
Si 8.2122 8.2247 3.3703
Si 1.3973 1.4016 4.6404
Si 6.8263 1.3684 4.8782
Si 4.1534 4.0933 4.821
Si 9.5759 4.0822 4.7595
Si 1.4271 6.8188 4.7886
Si 6.8298 6.8966 4.7491
Si 4.1368 9.5796 4.8499
P 9.5476 9.5612 4.757
Si 2.7496 0.1171 6.053
Si 8.1987 -0.0461 6.1871
Si 0.0314 2.6829 6.0333
Si 5.4771 2.7257 6.3082
Si 2.8092 5.4887 6.199
Si 8.1741 5.4742 6.0352
Si 0.008 8.2035 6.0608
Si 5.527 8.2315 6.2339
Si 3.8272 1.5744 7.6083
Si 9.8398 1.1317 7.4028
Si 1.6259 3.8012 7.3145
Si 6.6533 4.4213 7.484
Si 4.4117 6.6434 7.5497
Si 9.3664 6.9612 7.3613
Si 1.1242 9.9262 7.2459
Si 7.1646 9.2379 7.6436
O 8.3491 8.1329 7.8627
O 2.7061 2.7357 7.9638
O 9.5191 1.345 24.2654
O 4.0501 6.861 24.1331
O -0.0104 -0.0073 7.9276
O 5.5399 5.5278 8.0365
O 6.8488 9.5688 24.2008
O 1.3711 4.0597 24.1726
O 3.8716 7.4068 8.9338
O 0.7805 4.354 8.5993
O 9.8269 6.2044 8.7597
O 2.0793 9.3526 8.4478
O 7.5125 3.9373 8.8094
O 4.2429 0.9143 9.0773
O 6.7603 9.5659 9.2067
O 9.1597 1.8266 8.7349
O 7.7122 3.1526 23.5267
O 10.499 5.8409 23.4537
O 5.0873 0.4316 23.4092
O 5.8599 5.0867 23.3692
O 3.1068 2.2075 23.2838
O 2.2997 8.712 23.2273
O 8.6167 7.7455 23.4044
O 0.2498 10.3351 23.6045
Si 4.391 1.5692 22.4771
Si 3.4904 7.9277 14.0247
Si 7.1164 0.9589 14.6623
Si 0.9462 9.3523 22.5302
Si 1.1703 4.3126 11.8725
Si 6.2625 8.9642 15.3182
Si 0.68 1.3684 12.2997
Si 8.6265 4.9506 20.5179
Si 0.3203 5.7093 9.3456
Si 5.1006 3.1204 17.9441
Si 0.8776 3.7425 16.7426
Si 10.3991 2.8437 19.2292
Si 5.2668 1.179 10.346
Si 0.8853 0.174 19.8528
Si 6.6539 9.4578 10.8474
Si 9.3389 9.6758 18.3264
Si 9.3911 9.2448 12.5696
Si 6.5728 3.8439 22.5952
Si 2.4345 8.068 9.3588
Si 10.5914 7.3658 17.0784
Si 2.5118 6.2896 16.575
Si 10.1697 4.4888 14.1807
Si 6.1374 9.1844 18.5159
Si 7.9569 2.5606 9.5564
Si 8.8804 2.1343 12.4413
Si 5.3394 6.2431 18.0671
Si 3.9236 0.5571 19.4745
Si 4.268 3.8373 12.0501
Si 5.5447 6.6018 12.1253
Si 8.012 2.5004 17.2206
Si 4.3566 2.4804 14.9672
Si 1.5393 1.211 15.2603
Si 1.5701 9.4153 12.0344
Si 8.048 6.8507 13.8647
Si 10.3787 9.8343 15.4874
Si 9.8078 7.0096 22.5629
Si 8.1124 5.4824 17.415
O 6.0527 7.9547 11.269
O 6.0183 9.2044 16.8978
O 7.6804 1.3599 13.1911
O 0.8997 1.7517 13.8684
O 9.4331 6.2494 16.884
O 6.7609 6.2054 13.1261
O 5.1326 4.6584 18.6108
O 9.2263 2.1505 18.277
O 2.3679 0.0953 19.088
O 9.4097 10.2306 16.7664
O 2.78 4.4358 11.7063
O 5.0664 10.3224 19.1094
O 9.4203 3.2439 13.4742
O 0.456 1.7636 19.9588
O 3.1543 1.3578 15.0706
O 8.168 5.3779 19.0291
O 3.8943 6.5932 17.3876
O 4.5749 3.2805 16.3881
O 9.0537 5.6623 14.3153
O 5.4557 2.7548 22.1439
O 10.6705 4.137 15.6747
O 0.3323 3.8666 18.2775
O 10.427 10.5121 19.2192
O 9.6398 10.0225 14.0295
O 10.9015 8.1235 22.1034
O 1.1894 2.1587 16.5328
O 9.7302 3.7459 20.4187
O 8.1358 4.0301 16.6883
O -0.0417 9.1046 11.9044
O 6.5836 2.4133 18.0082
O 5.5853 10.71 11.1808
O 7.7493 9.5902 18.8447
O 10.0336 1.0132 12.0666
O 1.3343 6.9295 9.0447
O 0.614 4.7741 13.3409
O 5.703 7.6224 18.9822
O 5.2309 5.0814 11.5181
O 2.7163 6.9812 15.1119
O 0.9025 2.7451 11.4657
O 0.859 10.6835 15.5462
O 2.3942 8.601 10.8872
O 4.6862 2.4247 11.2764
O 4.2399 3.5102 13.6808
O 2.1943 4.6814 16.4846
O 10.7028 8.2473 15.6988
O 6.9234 10.2918 14.6699
O 2.3428 8.9465 13.4124
O 8.0303 1.5228 15.9065
O 4.1321 7.002 12.8458
O 4.1772 2.0099 18.7292
O 7.2912 4.4198 21.2687
O 8.4213 2.8944 11.0782
O 1.1828 6.8658 17.3581
O 5.6531 1.5806 14.7512
O 8.1323 9.7524 11.5854
O 9.2099 6.2828 21.2431
O 8.9635 7.713 12.8581
O 1.6559 0.1225 11.8803
O 6.6482 6.1475 17.0675
O 7.3913 7.7999 15.0371
O 1.2088 10.2933 21.2319
O 10.031 8.1972 18.3567
O 3.9515 0.8514 21.0875
O 0.3253 5.3338 10.916
O 6.6702 1.5809 9.6207
O 4.7736 8.7056 14.6835

Results
free energy: -135861.070 eV
free energy less fixed offsets of O -568.88, P -755.39, Si -635.61 eV per atom: -5.960 eV

Forces (eV/angstrom), in the order of the atoms: element, x, y, z
Si 0.0502 -0.0473 -0.1806
Si -0.0347 0.0502 -0.2278
Si 0.0356 -0.0464 -0.2207
Si -0.0536 0.0495 -0.23
Si -0.0323 0.0324 -0.2292
Si 0.0291 -0.0313 -0.2171
Si -0.0348 0.0256 -0.2137
Si 0.0427 -0.0551 -0.2117
Si -0.0004 0.0185 0.0122
Si 0.0184 -0.0146 0.0568
Si -0.0061 0.0063 0.0394
Si 0.0068 0.0023 0.0288
Si 0.0143 0.0127 0.0402
Si 0.0046 0.0131 0.0158
Si -0.0011 -0.0024 0.0201
Si -0.0242 0.0055 0.0612
Si -0.0056 0.0004 -0.0771
Si -0.0312 -0.0008 0.1057
Si 0.01 0.0006 0.0762
Si -0.0017 -0.0067 -0.068
Si 0.0005 0.0085 0.0202
Si -0.0008 -0.0123 -0.0731
Si 0.0092 -0.023 -0.0661
Si -0.0152 -0.0167 0.0447
Si 0.0194 0.0012 0.0711
Si -0.0275 0.0042 -0.134
Si -0.0165 -0.0631 -0.0954
Si 0.0114 -0.0127 0.0731
Si -0.0067 0.0075 -0.0629
Si -0.0045 0.0274 0.0555
Si -0.0246 0.0125 0.0708
Si 0.1064 0.0184 -0.1504
Si 0.0466 -0.0093 -0.007
Si -0.0598 0.0744 0.0207
Si -0.0016 0.0024 0.0024
Si -0.0355 0.018 0.0012
Si 0.007 0.0174 0.0041
Si 0.0103 -0.0163 0.0032
Si 0.0059 -0.0041 -0.0098
Si -0.0048 -0.0334 -0.0023
Si 0.0052 -0.0096 -0.0052
Si 0.0009 0.0146 -0.0397
Si 0.0013 -0.0079 -0.0113
Si 0.0044 -0.0057 0.0147
Si -0.0026 -0.0048 -0.0505
Si 0.0085 0.0125 -0.0014
Si 0.0019 -0.0167 0.024
Si -0.003 0.0003 -0.0201
Si -0.0014 0.0591 -0.0038
Si -0.0125 0.0309 -0.058
Si 0.0397 0.01 -0.0204
Si -0.0105 0.01 -0.0288
Si 0.0214 -0.0076 -0.0575
Si -0.0507 -0.0081 -0.0124
Si 0.012 -0.0134 -0.023
Si -0.0178 -0.042 -0.0337
Si 0.0152 -0.0264 -0.0325
Si 0.0019 -0.0011 -0.0082
Si -0.0492 -0.0136 -0.0612
Si 0.0182 -0.0112 -0.0117
Si 0.0528 0.023 -0.0164
Si 0.0223 -0.015 -0.028
Si 0.0295 -0.031 0.0068
Si -0.0247 0.0118 -0.0095
Si 0.0104 -0.0437 -0.0267
Si -0.0583 0.0009 -0.1126
Si -0.0579 -0.1193 0.0929
Si 0.0502 0.0959 -0.0825
Si -0.0138 -0.023 -0.041
Si -0.0062 0.0179 -0.0091
Si -0.0696 -0.0304 -0.0886
Si -0.0326 0.0338 0.0587
Si -0.0236 -0.0029 -0.0961
Si -0.0063 -0.0091 -0.0166
Si 0.0128 0.0211 -0.0337
Si 0.0002 -0.0125 -0.0025
Si 0.0315 0.0315 -0.0625
Si 0.0314 0.0509 -0.0642
Si 0.0245 0.0103 0.0499
P 0.0119 0.0122 -0.1253
Si 0.0266 0.0506 0.0443
Si 0.0962 -0.1577 0.3073
Si 0.0236 -0.0097 0.0575
Si -0.0458 0.0074 0.0538
Si 0.014 -0.0003 0.0602
Si -0.0195 -0.0251 0.0356
Si -0.088 -0.0048 0.3553
Si -0.0251 -0.0042 0.0388
Si 0.0158 -0.0799 0.3292
Si -0.0555 0.1933 0.3369
Si -0.0894 -0.0021 0.2427
Si 0.0642 0.0233 0.2753
Si -0.0108 0.0362 0.2503
Si 0.0359 -0.0881 0.2453
Si 0.1611 -0.0159 0.3047
Si -0.1085 0.0025 0.3866
O 0.0334 -0.0138 -0.0999
O 0.0388 0.0144 -0.1443
O 0.0031 0.0069 0.1187
O 0.0016 0.0056 0.1011
O 0.0371 -0.0033 -0.1364
O -0.0261 -0.0421 -0.1328
O -0.0017 -0.0025 0.1139
O -0.0089 -0.0006 0.1146
O 0.0605 -0.0525 -0.2426
O 0.0537 -0.0626 -0.2509
O -0.0769 0.1116 -0.2468
O -0.1344 0.1146 -0.2975
O -0.0578 0.0731 -0.2658
O -0.0847 0.0423 -0.3688
O 0.0676 -0.0043 -0.5116
O 0.1189 -0.1405 -0.3074
O 0.0963 -0.0776 0.2208
O 0.0851 -0.0984 0.2343
O 0.0793 -0.1061 0.2364
O -0.0824 0.1014 0.2271
O -0.0969 0.0772 0.2289
O 0.095 -0.0743 0.2257
O -0.0951 0.084 0.2172
O -0.0943 0.1066 0.2351
Si -0.0007 -0.0131 -0.3641
Si 0.0149 -0.0128 0.2375
Si -0.0232 -0.0122 0.1981
Si -0.0192 0.0287 -0.3677
Si 0.0456 -0.0971 0.3444
Si -0.0055 0.0117 0.1212
Si 0.0084 0.0005 0.2458
Si 0.0496 -0.0518 -0.2403
Si 0.0829 -0.061 0.4691
Si 0.0179 0.02 0.001
Si 0.0371 0.0091 0.0502
Si 0.0055 -0.0147 -0.1029
Si -0.0298 0.0612 0.4683
Si -0.0426 0.0619 -0.2008
Si 0.0314 -0.0773 0.5333
Si -0.0275 -0.0183 -0.0207
Si 0.0547 -0.0295 0.3036
Si 0.0132 -0.0165 -0.3391
Si 0.0058 -0.0191 0.4966
Si 0.01 -0.0145 0.0328
Si -0.0005 -0.0112 0.0892
Si -0.0221 0.0297 0.2107
Si 0.0129 -0.0164 -0.0094
Si -0.0635 0.0044 0.4944
Si 0.0381 -0.0609 0.3764
Si -0.0136 0.0025 -0.0202
Si 0.0228 -0.0245 -0.2046
Si -0.0233 0.0646 0.2995
Si -0.018 -0.0549 0.2831
Si -0.0101 0.0186 0.0345
Si 0.003 -0.0424 0.1798
Si 0.0201 -0.0183 0.1469
Si -0.074 0.0824 0.3658
Si 0.0137 0.0065 0.1971
Si 0.0227 -0.0214 0.1503
Si -0.0109 -0.0044 -0.3406
Si -0.0111 0.0116 -0.035
O 0.0426 0.1361 -0.1906
O -0.0004 -0.0013 -0.0561
O 0.0509 0.0411 -0.1706
O -0.0351 0.004 -0.1773
O -0.0017 -0.0013 -0.0109
O -0.07 0.0055 -0.1334
O 0.0028 -0.0114 0.0103
O 0.0108 0.0038 0.0194
O -0.0117 -0.0029 0.0549
O 0.011 0.0065 -0.039
O -0.0225 0.0167 -0.1054
O -0.0262 0.0292 0.0373
O -0.0324 -0.0566 -0.1356
O 0.0146 -0.0177 0.0517
O 0.0049 0.0093 -0.0562
O 0.0107 -0.0083 0.1041
O -0.0078 -0.0001 -0.0257
O -0.0157 -0.0147 -0.068
O -0.0033 0.0048 -0.0644
O 0.0044 0.011 0.1134
O -0.033 0.009 -0.0997
O -0.0084 -0.0076 0.0103
O 0.0393 0.0119 0.0521
O -0.0366 -0.0117 -0.1732
O 0.002 -0.0024 0.1135
O 0.0019 -0.0174 -0.0408
O -0.0362 0.0446 0.08
O 0.0043 -0.0025 -0.0101
O 0.0452 -0.0129 -0.1208
O -0.0026 -0.0035 -0.0033
O -0.0006 0.0387 -0.1655
O 0.0011 0.0022 0.0081
O -0.0232 0.0036 -0.1042
O -0.0015 -0.0016 -0.1627
O 0.061 -0.0028 -0.1693
O 0.003 0.0067 0.013
O 0.0051 -0.0218 -0.1106
O 0.0231 0.0438 -0.1146
O -0.0011 0.0488 -0.1249
O 0.0014 0.011 -0.0513
O 0.0596 -0.0955 -0.3555
O 0.0604 -0.1468 -0.2076
O 0.0008 0.055 -0.2048
O -0.0085 -0.0069 -0.0281
O -0.0074 0.0254 -0.055
O 0.0137 0.0195 -0.0621
O -0.0532 0.0402 -0.1612
O -0.0095 -0.0243 -0.0796
O 0.0565 -0.0341 -0.1437
O -0.0151 -0.0275 0.0439
O -0.0815 -0.043 0.1741
O -0.0594 0.0242 -0.344
O 0.003 0.0046 -0.0192
O 0.0068 0.0089 -0.061
O -0.1383 0.019 -0.2078
O 0.043 0.0853 0.1726
O 0.0175 0.055 -0.1201
O 0.0249 -0.0339 -0.1052
O 0.0128 0.0002 -0.0074
O 0.0228 -0.0327 -0.0796
O 0.0064 -0.0942 0.2211
O 0.0026 0.0072 0.0077
O 0.0252 0.0565 0.2383
O -0.0733 0.1213 -0.3085
O 0.0705 0.0319 -0.1917
O -0.0383 -0.0153 -0.0791

The program warned: the cutoff lies below the one the program advises for these potential files; the exchange-correlation potential is rough where the density is thin.
